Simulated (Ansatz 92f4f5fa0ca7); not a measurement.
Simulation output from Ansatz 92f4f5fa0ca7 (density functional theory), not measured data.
Periodic cell of 151 atoms, Si88O61N2, from a study of silicon, its oxide and their interface. The atomic structure is a simulated model.

Settings
functional: r2SCAN
potential files: Ansatz norm-conserving
basis: plane waves
wave-function cutoff: 1300 eV
density cutoff ratio: 4
exchange-correlation grid ratio: 1
k mesh: 2 x 2 x 1, shifted by 0.5 0.5 0.5 of a step
self-consistency stop: 5e-08 eV per atom in the density residual
occupations: Fermi-Dirac, 0.05 eV
spin: none
net charge: 0

Cell vectors (angstrom)
a 10.9176 -0.0709 0.0493
b -0.0709 10.9694 0.0243
c 0.0979 0.0483 21.6974

Atoms: element, x, y, z (angstrom)
Si -0.1238 0.0011 0.202
Si 2.7509 2.6046 -0.1267
Si -0.7189 5.7286 0.3745
Si 1.9986 8.9762 -0.7496
Si 5.0532 0.3695 -0.4974
Si 8.6976 2.1867 0.086
Si 4.8122 5.427 -0.7164
Si 8.486 8.267 -0.1165
Si 1.345 1.5379 1.507
Si 4.3451 3.8691 1.1108
Si 1.1138 7.0384 0.7656
Si 3.4319 9.9183 0.6782
Si 6.7161 1.0908 0.9531
Si 9.2829 3.8894 1.4951
Si 6.1621 6.948 1.1744
Si 9.5371 9.6596 1.5033
Si 0.0983 2.7799 2.9924
Si 2.5189 0.1542 2.7432
Si -0.0259 8.2479 2.536
Si 2.8247 5.2924 2.6401
Si 5.7066 2.7718 2.5337
Si 7.9106 -0.2449 2.7895
Si 5.2837 8.1448 2.7574
Si 8.0492 5.1318 3.0135
Si 1.395 4.0433 4.2182
Si 4.2111 1.5146 4.1358
Si 1.2604 9.5853 4.2138
Si 4.2058 6.9725 4.2417
Si 6.8623 3.7446 4.331
Si 9.457 1.324 4.3752
Si 6.6624 9.2743 4.2997
Si 9.7112 6.8068 4.1614
Si -0.1715 -0.2425 5.5487
Si 2.8674 2.7738 5.6769
Si 0.0059 5.2052 5.7309
Si 2.7479 8.0387 5.6934
Si 5.5755 -0.0337 5.6272
Si 8.021 2.3625 5.8512
Si 5.5386 5.2248 5.4879
Si 8.4242 8.3257 5.5061
Si 1.1711 1.3216 6.6551
Si 4.1111 4.1774 6.8363
Si 1.1641 6.7978 7.0374
Si 4.1262 9.7056 7.0143
Si 6.7259 1.0887 7.2775
Si 9.4212 3.5781 7.1557
Si 6.9407 6.7327 6.5963
Si 9.4741 9.6536 7.5374
Si -0.1325 2.4145 8.2602
Si 2.8817 0.4127 8.0754
Si 0.191 8.3619 8.6308
Si 2.592 5.3587 8.3838
Si 5.4113 2.7154 8.2094
Si 7.8582 0.0451 8.9415
Si 5.5008 8.6673 8.7406
Si 7.8394 5.1153 8.0252
Si 1.6657 3.7028 9.3769
Si 3.5313 2.2619 9.6251
Si 1.3479 10.1408 9.6203
Si 4.0251 6.256 10.0019
Si 6.5808 4.3012 9.7552
Si 10.1501 0.5991 9.7958
Si 4.2112 11.966 12.4648
Si 9.6082 7.0889 9.913
Si -0.8581 5.4335 18.9978
Si 8.7605 -1.9861 14.4816
Si 9.766 1.6249 15.3059
Si 8.3082 3.4499 12.4533
Si -3.7325 0.8327 16.5419
Si 5.6698 2.8019 14.5219
Si 1.8744 7.389 12.2456
Si 0.1581 16.0692 11.7773
Si 11.5196 0.6595 17.0264
Si 2.5041 10.0481 12.1321
Si 4.5626 7.4464 17.4146
Si -0.9885 -2.0096 11.8749
Si -1.6506 7.5914 18.4738
Si 6.9332 11.6399 13.4628
Si 7.2365 6.7669 16.264
Si 5.4377 10.0713 18.5787
Si -0.3535 -10.8417 12.4693
Si 8.0159 3.979 14.7233
Si -8.0786 9.8184 17.6955
Si -1.2131 10.2572 16.5786
Si 5.8381 3.3987 17.4853
Si 12.3498 -7.774 18.8465
Si 7.7762 4.6062 19.638
Si 3.3145 4.7002 18.4955
O 2.5614 -1.9007 -2.3981
O -2.9283 -4.1753 17.6626
O 4.2234 -0.1375 17.9733
O 1.7874 -0.3108 17.0633
O -0.0196 4.1058 18.3916
O 1.6271 3.2031 20.5598
O 2.2028 6.0029 22.9943
O 3.9295 12.4506 20.8146
O 3.4587 -2.54 17.0785
O 3.4944 5.2967 -1.7254
O 5.7008 -4.0534 16.4154
O 9.7848 0.9913 20.9253
O 4.8644 6.8469 22.0029
O 7.0316 5.6127 23.38
O 6.4499 5.6302 20.2034
O 3.6018 5.9674 17.5268
O -3.4793 3.7693 10.9148
O 3.9702 1.9931 11.0855
O 7.8298 -0.8838 13.614
O 1.0057 16.8889 12.7716
O -4.1502 9.7334 9.2294
O 5.7035 11.2259 12.3912
O 5.3785 5.3256 10.282
O 5.9159 7.5787 7.5108
O 10.3644 1.0424 11.3748
O 10.6028 6.0435 10.7407
O 4.3526 13.3921 13.6413
O -1.7109 8.1876 13.2566
O 8.37 6.6446 9.1558
O 15.5767 7.7228 9.9103
O 0.5517 8.1746 11.8608
O 0.5091 1.7479 15.5905
O 1.2711 4.183 10.9469
O 2.8144 -2.413 12.8555
O -0.8855 0.8795 13.9161
O 20.7012 -2.1954 17.6485
O 7.1423 -2.7261 22.0678
N 6.3077 12.0777 15.0054
O 2.8768 -0.7428 10.4721
O 1.3023 -0.6776 21.0301
O -5.7172 3.8047 15.9177
O 3.1067 6.5409 11.4826
O 5.6986 10.3364 20.1009
O -2.4055 19.6048 20.005
O -0.9954 4.117 12.2049
O -2.0917 19.4173 10.6749
O -2.1085 14.1115 15.3859
O 6.9179 4.3771 18.2095
O 10.701 5.3505 20.5622
O -0.8877 9.6228 15.1471
O 7.6353 8.1628 15.4385
O 4.3432 14.4024 18.379
O 8.111 1.7078 12.8326
O -1.8375 -4.097 22.112
N -2.0893 0.614 16.2372
O -4.329 2.0876 17.4263
O 1.2167 10.8212 12.7449
O 6.7281 10.3646 17.4976
O 8.1157 -7.8161 20.3499
O 4.5709 -1.8847 23.4243
O 1.0053 1.7347 18.2598
O -3.3015 16.435 15.3465
O 5.6229 -2.6012 18.3484

Results
free energy: -39212.927 eV
free energy less fixed offsets of N -289.75, O -463.61, Si -117.95 eV per atom: 26.383 eV
pressure: -2.57 GPa
stress xx, yy, zz, yz, xz, xy (GPa, positive in tension): 2.5, 2.57, 2.65, 0.68, -0.16, 0.22

Forces (eV/angstrom), in the order of the atoms: element, x, y, z
Si 2.506 4.0417 -2.5274
Si 0.5351 -1.8036 -0.1106
Si -0.4815 1.7182 -1.0694
Si 1.9067 -3.3139 -1.6796
Si -1.4954 -1.5829 1.219
Si -1.6207 -1.208 -3.7605
Si 1.2388 0.3363 0.6273
Si 0.2762 -1.2334 2.616
Si -1.3685 0.0491 -1.2434
Si -1.55 1.6132 -0.3605
Si -1.949 2.4549 -0.4296
Si 2.7393 0.4281 3.4812
Si 1.5458 0.6782 2.0766
Si 2.236 -0.9111 2.0472
Si 1.4062 0.5035 -0.5518
Si -2.3546 -1.8552 1.0414
Si -2.6696 -0.4499 -1.3845
Si 1.5806 -1.1065 0.6167
Si 1.5571 -0.0832 1.2718
Si 1.201 -0.0084 0.293
Si -0.1567 -2.2878 0.2212
Si 0.684 1.2477 -0.3923
Si 0.1011 1.5089 0.8703
Si 0.1826 1.3416 -1.7534
Si 1.8103 1.2883 0.7157
Si -0.002 -0.9777 -0.6452
Si 0.5316 -1.1454 -0.618
Si -1.8149 -3.24 0.3587
Si -0.4346 -0.1619 0.1133
Si 0.037 -1.6193 -1.4936
Si 0.4815 1.587 -0.3501
Si -0.6772 -1.0574 -0.0453
Si -0.3266 0.8394 0.431
Si -1.876 -0.9915 -2.1509
Si -0.9756 0.7374 -0.5744
Si -0.7175 1.4801 0.0463
Si -0.5214 -0.4932 -1.3352
Si 0.2195 0.1654 -0.7432
Si -0.3292 2.1061 -1.5466
Si -0.2507 -1.1015 1.1043
Si 1.5581 0.2578 0.3348
Si -0.0654 0.3361 2.2009
Si 1.1222 0.3857 0.5486
Si -1.1036 -0.2754 1.0334
Si -0.1635 0.7574 -0.8162
Si -0.5718 3.0064 -1.096
Si 0.7702 -0.8185 -0.4164
Si 0.171 0.0683 -1.641
Si 2.0108 -0.596 1.3248
Si -1.7915 -0.1842 0.0257
Si 0.0481 -0.4887 -1.3718
Si 1.3813 2.1668 -2.461
Si -0.6819 1.3312 1.6424
Si 0.8968 -2.9257 -0.0708
Si 0.1705 0.2918 -1.477
Si 1.4156 2.4098 1.8236
Si -1.712 -2.0384 2.7546
Si -0.4154 -0.6472 -3.9057
Si -0.0107 1.1113 -2.9783
Si 0.005 1.3601 3.1417
Si -1.8272 -0.2207 -1.5967
Si 0.4089 -0.3032 -0.4619
Si -0.3733 1.4113 0.1808
Si 3.0543 0.8677 0.9205
Si -0.1419 -2.2892 2.6014
Si -3.2968 0.4547 -1.8785
Si 1.2569 0.279 -0.6497
Si 1.3045 0.0714 -0.9076
Si -3.4421 0.0307 -0.7493
Si 1.8207 0.9445 4.3411
Si 0.3775 -5.2863 -0.5637
Si -0.8543 -2.9446 -1.0207
Si 0.7825 2.0456 0.8119
Si 2.1048 2.0544 2.3177
Si -0.677 -2.0803 2.3269
Si 0.4121 -2.8049 1.6661
Si -3.1591 2.7461 -0.0491
Si 0.7609 -4.0584 0.5496
Si 0.0274 0.2426 -1.1221
Si 2.9069 -2.6533 -2.8826
Si 2.5661 -0.5766 4.4191
Si -9.2539 5.847 -7.5909
Si 0.8754 2.0058 4.1231
Si 2.8921 -0.9517 3.4222
Si -2.3185 1.5919 -0.158
Si -0.3927 0.1034 1.0816
Si -2.4002 -0.0817 -1.2104
Si 1.102 -1.463 -0.3746
O -0.6886 0.1486 -0.297
O 2.237 1.8446 0.2776
O -1.7368 -1.6573 -0.5032
O 2.1495 -2.0639 -0.5625
O -0.5073 1.4393 -0.0964
O 0.8697 -0.702 -1.9253
O 2.0569 -1.2563 1.1594
O -1.5738 2.3289 -0.0407
O -1.5466 0.5113 -2.9074
O 1.2414 0.5981 1.5398
O 2.4189 -1.5738 -2.7858
O 0.463 0.7004 2.8669
O 0.4977 -1.8988 -1.8644
O -0.2268 0.8319 0.9036
O -0.2052 -1.3146 1.5782
O 0.9111 1.4655 0.4841
O 1.6461 -0.6447 3.2437
O 1.0911 -1.8181 3.9577
O -0.3111 2.0286 0.7471
O 1.7843 2.9561 2.8685
O -0.9408 -0.2052 -0.1027
O 0.4758 1.7535 0.8286
O -0.407 -0.2449 -0.1267
O -0.2226 0.9083 1.8909
O -0.8692 2.6428 -2.4828
O -3.0099 1.7108 -2.353
O -0.9145 -2.3427 -2.3335
O 1.4899 -0.9714 -2.3755
O -2.5094 -3.6228 -2.8516
O 0.7034 0.2855 -1.0215
O -2.5479 2.6096 -1.1328
O -1.778 -0.2272 2.8772
O 0.7141 -1.3937 -1.5687
O 0.5491 2.4928 0.2623
O 0.2334 -0.4555 -2.7617
O -0.6501 -0.201 0.2053
O -1.6931 -0.9317 0.5434
N 0.4975 0.7171 0.6033
O -1.8678 -1.8876 2.417
O -5.413 3.813 0.7416
O 1.3621 -1.7777 -0.4473
O 0.1315 0.1815 -2.5282
O 0.265 1.6588 0.9944
O 2.0368 -2.3799 -4.2601
O -1.5922 -0.9878 0.1793
O 1.924 0.4907 2.1824
O 7.9513 -7.9364 4.9847
O 0.2316 -0.7796 -0.6806
O -0.3542 0.3338 -0.8835
O -0.3733 -1.1112 -0.0921
O 0.9234 -1.0083 0.5585
O 0.4983 0.944 -0.158
O -0.9637 2.5983 -1.5549
O 1.4208 -0.2073 -1.5887
N -1.7385 1.7193 0.2126
O 1.2835 -2.3674 -0.269
O -1.9889 -0.0877 -0.6646
O -0.6345 1.6499 0.1941
O 0.7305 -0.0466 1.4492
O -0.3528 0.3668 -0.2352
O 0.1544 1.0218 -0.0897
O -0.1089 2.4221 1.4176
O -1.9696 0.9368 0.851
